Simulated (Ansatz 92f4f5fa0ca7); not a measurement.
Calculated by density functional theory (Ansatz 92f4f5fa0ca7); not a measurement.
Periodic cell of 254 atoms, Si144O106N4, from a study of silicon, its oxide and their interface. The atomic structure is a simulated model.
This geometry differs little from another in the collection (a relaxation step or a small displacement).

Settings
functional: r2SCAN
potential files: Ansatz PAW
basis: plane waves
wave-function cutoff: 800 eV
density cutoff ratio: 5
exchange-correlation grid ratio: 1
k mesh: 1 x 1 x 1, shifted by 0.5 0.5 0 of a step
self-consistency stop: 1e-10 eV per atom in the density residual
occupations: fixed
spin: none
net charge: 0

Cell vectors (angstrom)
a 10.887 0 0
b 0 10.887 0
c 0 0 35.7743

Atoms and the computed forces on them: element, x, y, z (angstrom), force x, y, z (eV/angstrom)
Si -0.552 0.3363 0.0191 0.0063 -0.008 -0.0483
Si 2.8371 2.6047 0.3081 -0.0015 -0.0012 -0.018
Si 0.7434 4.9238 -0.1672 -0.0035 0.0078 -0.0428
Si 3.23 8.1478 -0.2962 0.0033 0.0077 -0.0589
Si 5.2247 0.5394 0.1007 0.0147 -0.0009 -0.056
Si 8.3214 2.665 0.4548 -0.0005 -0.0037 -0.0289
Si 6.0913 4.8125 0.2411 0.0016 0.005 -0.0466
Si 8.068 7.8473 0.0772 0.0039 -0.0099 -0.0519
Si 1.2845 1.2221 1.3642 0.0004 -0.0013 0.0042
Si 4.2735 3.9715 1.51 0.0005 0.001 -0.0025
Si 1.738 6.7076 1.0676 0.0025 0.0047 0.005
Si 4.2771 9.5586 1.257 0.0021 0.0013 0.0084
Si 6.8106 1.3769 1.6326 0.0093 0.0034 0.0047
Si 9.8819 4.0913 1.3747 0.0031 0.0047 -0.0017
Si 6.9651 6.537 1.6118 -0.0008 -0.0018 0.0028
Si 9.3477 9.4921 1.2766 0.0038 -0.001 -0.0018
Si 0.1159 2.6533 2.8172 0.0017 0.0027 0.0016
Si 2.7542 -0.1206 2.655 0.0005 -0.0006 0
Si 0.1158 8.094 2.4341 0.0024 0.0006 -0.0053
Si 2.8787 5.4421 2.7065 -0.0014 0.0047 0.0013
Si 5.5159 2.6985 2.9908 -0.0026 0.0031 0.007
Si 8.1357 -0.1067 2.8281 0.0029 -0.0011 -0.0034
Si 5.5396 8.1125 2.7057 -0.001 0.0017 0.0004
Si 8.4586 5.3261 2.8549 0.0006 0.0031 0.0011
Si 1.4777 4.0775 4.0899 0.0014 -0.0016 0.0017
Si 4.0634 1.2734 4.1206 -0.0001 0.0038 0.0029
Si 1.3745 9.4286 3.9795 -0.0019 0.002 0.0004
Si 4.1419 6.8228 4.0966 0.0004 0.0004 0.0023
Si 6.9529 4.0702 4.1991 0.001 -0.0004 0.0032
Si 9.5338 1.3222 4.1045 0.0005 0.0008 0.0023
Si 6.8152 9.4451 4.1667 -0.001 0.001 -0.0028
Si 9.7253 6.8298 4.0536 0.0039 0.0024 -0.0002
Si 0.0329 -0.0613 5.3809 0.0019 0.0002 0.0006
Si 2.7679 2.6974 5.4676 -0.0015 -0.0008 0.0025
Si 0.0988 5.4395 5.4616 0.0006 0.0019 0.0016
Si 2.72 8.1421 5.4387 0.0004 0.0019 0.0007
Si 5.4302 -0.055 5.492 0.0015 0.0028 -0.0035
Si 8.2098 2.662 5.5377 0.002 0.0016 0.0044
Si 5.528 5.4697 5.4472 -0.002 -0.0003 0.0023
Si 8.2647 8.1287 5.4277 0.0019 -0.0027 0.0006
Si 1.3406 1.343 6.7576 -0.0007 0.0022 0.0001
Si 4.1369 4.0915 6.7863 -0.0023 0.0038 0.0013
Si 1.3945 6.8088 6.8544 0.0015 0.0034 0.0007
Si 4.0383 9.5192 6.8347 0.0006 0.0016 -0.0013
Si 6.7764 1.3443 6.8526 0.0006 0.0013 0
Si 9.5547 4.1013 6.817 0.0024 0.0016 -0.0017
Si 6.8534 6.8364 6.7965 -0.0009 0.0008 0.0002
Si 9.5476 9.5316 6.7931 0.0018 0.0044 -0.0016
Si 0.0031 2.7046 8.1378 0.0011 0.002 -0.0003
Si 2.666 0.025 8.1665 0.0011 0.001 -0.0002
Si -0.0112 8.1929 8.1831 0.0003 0 0.0006
Si 2.7714 5.4362 8.1656 -0.0004 0.0018 0.001
Si 5.421 2.7437 8.2037 -0.0003 0.001 0.0021
Si 8.1614 -0.0114 8.1616 0 0.0027 0.0001
Si 5.4467 8.1708 8.1461 -0.0007 0.0023 0.0006
Si 8.1573 5.4751 8.1604 0.0006 -0.0003 -0.0005
Si 1.3714 4.0642 9.4732 0.002 0.001 0.0005
Si 3.9753 1.4178 9.535 -0.0009 0.0022 -0.0008
Si 1.2965 9.5943 9.5576 -0.0004 0.0027 -0.0006
Si 4.0867 6.8398 9.5288 0.0009 -0.0003 -0.0003
Si 6.7449 4.181 9.5256 -0.002 0.0054 0.0006
Si 9.4824 1.3974 9.5047 0.0041 -0.0016 0.0007
Si 6.7586 9.556 9.5079 0.0022 -0.0009 -0.0014
Si 9.489 6.844 9.5281 0 0 -0.0008
Si -0.0649 0.0967 10.9397 0.0028 0.0054 0.0001
Si 2.6296 2.7694 10.972 -0.0002 0.001 -0.0024
Si 0.0074 5.4362 10.7756 0.0023 0.0015 -0.0033
Si 2.6799 8.203 10.8433 0.0009 -0.0034 0.0002
Si 5.3383 0.0293 10.814 -0.0019 0.0007 0.0014
Si 8.1227 2.8202 10.7972 0.0012 0.0039 -0.0001
Si 5.375 5.5077 10.9707 0.0018 0.0008 -0.0021
Si 8.0922 8.2067 10.8878 -0.0011 -0.0002 0.001
Si 1.2116 1.4945 12.3962 -0.0019 0.0002 -0.0023
Si 3.9178 4.2013 12.3435 -0.0005 0.0036 0.0024
Si 1.3321 6.7795 12.1416 0.0018 -0.0012 0.0032
Si 3.965 9.5935 12.2221 0 0.0005 -0.0032
Si 6.6287 1.5342 12.0316 0.0007 0.0039 -0.0009
Si 9.5362 4.1336 12.1473 0.0012 -0.0023 0.0011
Si 6.7416 6.8963 12.3146 -0.0026 -0.0004 -0.0014
Si 9.4245 9.5991 12.2254 0.0021 0.0012 0.0005
Si -0.1644 2.9275 13.7994 0.0037 0.0018 -0.0005
Si 2.5902 0.0587 13.6436 -0.0007 -0.0038 -0.0016
Si -0.0481 8.1171 13.4234 -0.0021 -0.0027 -0.0015
Si 2.523 5.5331 13.7857 -0.0029 -0.0012 -0.0013
Si 5.3144 2.8107 13.5623 0.003 0.0011 0.0001
Si 7.9561 0.2009 13.3369 0.0023 -0.0006 0.0005
Si 5.2755 8.2271 13.65 -0.0011 -0.0002 -0.0015
Si 8.2324 5.4965 13.4939 0.0001 0.0019 0.0024
Si 0.9005 4.5678 15.3251 -0.0007 0.0058 0.0615
Si 4.1215 1.2965 14.9375 -0.0038 0.008 0.0527
Si 1.4567 9.2192 14.7861 -0.0141 -0.0035 0.0464
Si 3.7103 7.1044 15.0801 0.0018 -0.0099 0.0535
Si 6.9707 3.9922 14.7117 -0.0048 0.0179 0.0474
Si 8.9721 1.6985 14.8153 0.0064 -0.0058 0.0544
Si 6.3307 10.0591 14.6232 0.0083 -0.0003 0.0547
Si 9.7028 6.7039 14.9191 0.0022 0.0003 0.0622
Si -5.4731 -4.1483 23.576 -0.0095 0.0016 0.0281
Si -3.7313 2.1382 20.1199 -0.0114 -0.0125 0.0745
Si 2.4112 5.3502 26.1716 -0.0048 -0.0019 -0.0234
Si -20.8458 10.5924 31.0413 -0.003 0.0009 -0.1011
Si -0.4415 -26.3925 17.776 -0.0023 0.0087 0.1397
Si 7.8612 -11.6928 20.6897 -0.0258 0.0052 0.066
Si -10.9519 21.965 16.6198 -0.0006 -0.0001 0.1092
Si -21.271 -20.3701 22.3461 0.0031 0.0035 0.0762
Si 2.0439 2.2436 16.9448 -0.0189 -0.0126 0.1029
Si -3.1172 19.3695 16.7428 0.0097 0.0065 0.1033
Si -12.0919 1.0159 24.7526 -0.0009 0.0024 0.0113
Si -3.3458 7.2989 21.2644 -0.0045 0.0133 0.0642
Si 7.4293 6.3547 25.9386 0.0113 -0.0036 -0.0232
Si -17.088 3.7942 30.0486 -0.0132 0.0017 -0.0703
Si 25.6825 -15.0719 30.3434 -0.0049 -0.0105 -0.071
Si 16.725 -26.6151 16.93 0.0233 -0.0062 0.1061
Si -4.2703 11.0932 33.0759 0.0122 -0.0005 -0.1123
Si -3.5634 10.7222 23.8305 -0.0057 0.0115 0.0345
Si 21.5213 29.2563 21.9714 -0.0075 0.0025 0.0595
Si 4.667 -8.4345 21.6268 -0.0053 -0.0021 0.052
Si 3.3593 0.9585 29.8487 0.0049 0.0059 -0.066
Si -3.1895 5.7952 31.9369 -0.0041 -0.0245 -0.138
Si -5.7994 20.3781 30.9385 -0.0154 -0.0028 -0.0919
Si -2.0672 -10.3999 31.265 0.0131 -0.0072 -0.0892
Si 5.8072 -3.8389 34.0189 0.0129 0.0043 -0.1018
Si 0.0005 17.2214 27.5473 0.003 -0.01 -0.0439
Si 24.9141 10.7317 22.6426 0.0001 0.0052 0.0388
Si -2.3569 9.4223 26.2718 0.0098 -0.0048 -0.0281
Si 11.5694 7.4075 24.9279 0.0081 -0.0021 0.0136
Si 1.6661 -2.7193 29.3989 0.0069 -0.0117 -0.0706
Si -3.3715 -1.4024 29.0395 0.005 -0.0172 -0.0726
Si -3.6998 -19.0335 22.9514 -0.0042 -0.0003 0.0438
Si -11.6674 6.7333 33.7246 -0.011 0.0122 -0.094
Si 22.2735 10.083 26.1243 -0.0102 -0.0014 -0.0221
Si -11.9563 9.3509 18.726 0.0009 0.0041 0.0955
Si 9.1246 14.8947 24.7736 0.0021 -0.0091 0.0058
Si -14.1012 -5.8626 19.0457 0.0044 -0.0121 0.1016
Si 0.9068 -1.4719 33.7321 0.0093 0.0059 -0.1057
Si 3.2244 20.9245 27.5965 -0.011 -0.0069 -0.0513
Si -5.7783 5.6549 27.825 0.0008 0.0015 -0.0478
Si -8.936 9.1388 20.7484 0.0107 -0.0016 0.0729
Si -9.3562 6.4118 19.89 0.016 0.0091 0.0972
Si 8.0118 28.1876 28.8155 0.0131 0.0063 -0.0742
Si -7.6835 5.0431 21.9437 0.0038 -0.0088 0.0537
Si -3.7756 2.841 31.7312 -0.0056 0.006 -0.0882
Si 15.496 20.3095 24.8657 0.0049 -0.0018 -0.009
Si -9.9735 -10.1263 19.3803 0.0104 -0.0117 0.1154
Si 12.1161 4.0528 23.8837 -0.0081 0.0004 0.0189
O -10.9373 -0.3587 34.4078 -0.0138 0.0188 0.0645
N -0.1359 10.7698 18.3002 0 0.0034 -0.0707
O 3.9818 1.5593 35.3866 -0.0046 0.0066 0.0193
O -9.8425 1.2625 16.1451 0.004 0.003 -0.0482
O -41.805 10.3551 27.0722 0.0128 -0.0021 0.0206
O -4.5621 12.6536 32.674 -0.0057 -0.0201 0.0402
O -15.773 9.4387 29.5995 -0.0149 0.0027 0.0407
O 0.3781 9.6882 15.9345 0.0224 -0.0193 -0.0571
O -7.3181 -0.4674 24.1547 -0.0057 -0.0007 -0.0075
O 5.8867 20.7714 32.2807 0.0159 0.0143 0.0594
O 7.2097 3.6908 35.5118 0.0035 -0.0007 0.0244
O 9.2539 1.5396 35.3915 -0.0042 0.0077 0.0191
O 0.6511 7.5676 28.3322 0.0105 0.0129 0.0307
O 12.9671 17.5436 25.2524 -0.0002 -0.0052 0.0048
N -4.0925 6.0812 27.541 -0.0069 0.0001 0.0307
O -10.6087 12.3638 20.7222 0.0001 -0.0056 -0.0631
O -35.915 -11.4473 22.2872 0.0043 -0.0093 -0.0465
O 15.8565 15.0828 28.513 -0.0036 -0.0139 0.0374
O -7.1577 0.516 28.3203 -0.0002 0.0065 0.0348
N -11.0446 5.8166 16.0574 0.0074 -0.0132 -0.0894
O -12.3517 11.6738 16.1008 -0.0168 0.0247 -0.0585
N -13.1616 10.5323 24.9365 -0.0021 -0.0057 -0.003
O 6.1456 10.9638 34.6029 -0.0301 0.0052 0.0878
O 9.0304 -3.3342 21.8561 -0.0095 -0.003 -0.02
O 10.9405 -3.7836 23.4965 -0.0057 -0.0009 -0.0273
O -3.242 -5.074 30.2922 -0.003 -0.0111 0.056
O -4.7903 20.8274 24.5076 0.0007 -0.0012 0.0007
O -5.2442 -7.7566 22.734 -0.0061 -0.0067 -0.0173
O 7.7307 -7.5053 19.2133 0.0064 0.0265 -0.0435
O 0.2947 -4.5288 20.9474 0.0084 -0.0105 -0.0436
O 10.5475 -4.0013 26.0655 -0.0014 -0.0028 0.0126
O -2.9731 2.8247 15.3972 -0.0003 -0.0013 -0.0254
O 1.2471 37.9261 27.3485 -0.0016 0.0004 0.0139
O -3.0187 -8.5017 21.5442 -0.0024 -0.0048 -0.046
O 2.5812 8.2368 15.4954 0.001 0.0053 -0.0257
O 7.5514 20.8251 27.4779 -0.01 -0.0012 0.0363
O -1.4807 -1.143 20.2588 0.0216 -0.0106 -0.0528
O 3.6862 -8.3667 30.1138 0.0012 -0.0028 0.0208
O 8.3701 12.9278 31.0894 -0.0065 0.0004 0.0324
O 6.0917 -7.6172 30.584 0.0279 -0.0093 0.0434
O 3.5263 1.9282 16.3543 0.0233 -0.0116 -0.0554
O 1.6349 3.7631 16.564 -0.0106 0.0206 -0.0553
O -9.9629 -1.8873 25.0047 -0.0023 -0.0043 0.0005
O -5.3488 -8.5827 20.2627 0.0166 -0.0055 -0.0342
O 9.1279 -4.5258 32.482 0.0255 0.0117 0.0589
O 7.4275 -10.3482 19.8342 0.004 -0.0024 -0.0292
O 8.9041 7.6351 15.9899 0.0156 -0.021 -0.0596
O 3.2074 9.3532 21.7649 -0.01 -0.0102 -0.0276
O 5.2414 0.1778 15.3193 0.0041 -0.0003 -0.0225
O -19.6918 -2.9536 19.6876 -0.0084 -0.0138 -0.0365
O 8.3913 -1.6165 17.9887 -0.0245 -0.0139 -0.0675
O 1.7582 12.7655 18.5142 0.0139 0.0209 -0.0694
O -17.8153 5.5582 26.6466 0.0107 0.0002 0.0181
O -6.7817 -9.8907 22.0424 0.0028 0.0046 -0.0204
O -4.3788 -3.6726 22.4947 0.0149 0.0005 -0.0302
O 1.932 -0.3611 19.9262 -0.0194 0.0213 -0.0463
O 6.3625 5.0109 15.8199 0.0111 -0.0255 -0.0578
O 8.0567 -17.8392 23.5611 -0.0053 -0.0029 -0.0113
O 4.316 -4.4538 16.4785 -0.0214 0.0133 -0.0575
O -15.1973 7.4724 17.0613 -0.0016 0.0102 -0.0302
O 17.7375 8.0772 34.7514 0.0199 0.0044 0.044
O 33.432 9.2246 30.2052 -0.0061 0.0217 0.0446
O 12.681 11.6633 30.207 -0.0136 -0.0103 0.0324
O 1.1625 -8.1878 23.0353 -0.0017 -0.0108 -0.0171
O 4.4515 -2.8803 31.1679 0.0074 0.0083 0.0386
O -1.6497 2.479 25.3518 -0.0001 -0.0022 -0.0029
O -0.8369 -1.3646 26.8705 -0.0021 -0.0004 0.009
O -19.8814 5.1184 22.8751 0.0073 0.0022 -0.0198
O 15.5042 6.7638 28.8921 -0.0105 0.0033 0.0395
O 0.9109 5.7427 18.5467 -0.0264 -0.012 -0.0697
O 2.1074 9.0563 34.7323 0.0228 -0.0158 0.0419
O 25.9437 -5.7351 30.847 0.0005 0.0002 0.0275
O -4.6548 16.1944 18.3178 -0.0255 0.0226 -0.0603
O -25.412 9.6869 15.879 -0.0283 0.0198 -0.0623
O -6.349 -2.9466 24.2305 0.0014 -0.0034 -0.005
O -10.292 8.8232 21.6022 0.0053 0.0038 -0.0261
O -1.8604 5.5438 18.2525 0.0243 0.0122 -0.0503
O -10.7109 11.5272 25.4872 -0.0006 -0.0029 0.0003
O -4.629 6.1238 24.8325 -0.0012 -0.0008 -0.0007
O -2.3548 5.1671 25.7234 -0.0069 0.0053 0.0033
O 3.4758 -18.269 21.5217 -0.0003 -0.0028 -0.0157
O -0.481 22.1717 31.3371 0.0016 -0.0022 0.0284
O -6.4748 5.7377 22.7787 -0.0071 -0.0053 -0.0175
O 19.2167 21.3872 29.9934 0.0116 0.0212 0.0506
O 24.0755 -3.9369 30.2677 0.0088 -0.0056 0.0315
O 14.981 10.7607 30.7969 0.014 -0.017 0.0354
O 1.5906 0.2636 22.6558 -0.0034 0.0045 -0.0185
O -19.5893 -17.7359 25.2155 0.0012 0.0014 -0.0004
O 0.0825 18.9485 33.3472 0.0012 -0.0056 0.0428
O -1.3937 16.7786 28.2837 -0.0128 -0.0033 0.0226
O -9.0371 3.7177 35.2686 0.006 -0.0017 0.0141
O -2.7032 10.8563 32.6802 -0.0167 -0.0043 0.0496
O 10.4258 -3.0319 18.3514 -0.0059 -0.0133 -0.0473
O 2.96 8.8994 28.7243 -0.0088 -0.012 0.033
O -3.3078 4.2378 32.4156 0.0053 0.0117 0.0348
O 18.455 -4.9816 20.4201 -0.0004 -0.0282 -0.0554
O 4.2482 9.5003 26.4521 -0.005 0.0028 0.0185
O 4.301 18.5454 34.2898 -0.0168 0.0076 0.0467
O -1.6502 -3.8596 35.0548 -0.0215 0.0153 0.0488
O 1.5749 21.0151 32.4474 -0.0026 -0.0204 0.0751
O -3.7761 8.6407 20.4178 0.0029 0.0022 -0.0269
O 2.8358 -16.0771 20.5143 -0.0152 0.0086 -0.0417
O -4.4088 6.7154 32.5469 -0.0182 0.0135 0.0583
O -2.7128 -2.8801 29.0688 -0.005 -0.0003 0.0247
O -0.8935 1.147 23.1418 0.0099 -0.0016 -0.0203
O -0.2782 26.2276 24.3122 0.0029 0.0014 -0.0092
O 8.0326 7.8979 25.8491 -0.0045 -0.0017 0.0106
O 0.1767 5.4802 34.1536 0.016 -0.0172 0.0497
O 7.1014 1.4342 23.8847 -0.0003 0.0032 -0.0131
O 5.6759 16.4463 34.6379 0.0019 -0.0204 0.045

Results
free energy: -154108.775 eV
free energy less fixed offsets of N -386.36, O -570.45, Si -639.56 eV per atom: 1.005 eV

The program warned: the cutoff lies below the one the program advises for these potential files; the forces do not sum to zero within the program's tolerance; empty levels may hold ghost states of the PAW files; the exchange-correlation potential is rough where the density is thin.
